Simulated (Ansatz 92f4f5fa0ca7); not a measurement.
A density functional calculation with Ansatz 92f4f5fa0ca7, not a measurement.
Periodic cell of 375 atoms, Si241O134, from a study of silicon, its oxide and their interface. The atomic structure is a simulated model.
Doubt: the cutoff is far below the 930 eV that the study's wrapper takes by default for these files, so forces and energies are approximate.
This geometry differs little from another in the collection (a relaxation step or a small displacement).

Settings
functional: PBE
potential files: Ansatz PAW
basis: plane waves
wave-function cutoff: 580 eV
density cutoff ratio: 5
exchange-correlation grid ratio: 1
k mesh: 1 x 1 x 1, Gamma-centred
self-consistency stop: 5e-08 eV per atom in the density residual
occupations: fixed
spin: none
net charge: 0

Cell vectors (angstrom)
a 11.6015 0 0
b 0 13.3963 0
c 0 0 42.6266

Atoms and the computed forces on them: element, x, y, z (angstrom), force x, y, z (eV/angstrom)
Si 0 2.2327 1.1851 -0.0113 0.0762 0.0153
Si 3.8672 2.2327 1.1851 -0.0202 0.0622 0.006
Si 7.7343 2.2327 1.1851 -0.0027 -0.0048 0.0349
Si 1.9336 5.5818 1.1851 0.044 0.0103 0.0636
Si 5.8008 5.5818 1.1851 -0.0282 0.0425 -0.0478
Si 9.6679 5.5818 1.1851 0.0347 0.0104 0.0206
Si 0 8.9308 1.1851 -0.0063 -0.0221 -0.0105
Si 3.8672 8.9308 1.1851 -0.0399 -0.0548 -0.0204
Si 7.7343 8.9308 1.1851 0.0141 -0.0397 0.0058
Si 1.9336 12.2799 1.1851 -0.0235 0.0037 -0.107
Si 5.8008 12.2799 1.1851 0.0441 -0.0047 0.0881
Si 9.6679 12.2799 1.1851 0.0058 -0.028 0.0448
Si 1.9336 1.1164 1.9745 0.1032 -0.1395 -0.0328
Si 5.8008 1.1164 1.9745 0.0074 0.0134 -0.0211
Si 9.6679 1.1164 1.9745 -0.0325 0.0373 -0.0199
Si 0 4.4654 1.9745 -0.142 -0.1277 -0.018
Si 3.8672 4.4654 1.9745 0.0841 -0.0314 0.0238
Si 7.7343 4.4654 1.9745 -0.0681 0.0102 -0.0515
Si 1.9336 7.8145 1.9745 0.1355 0.1083 0.0084
Si 5.8008 7.8145 1.9745 -0.0085 -0.1148 -0.0092
Si 9.6679 7.8145 1.9745 -0.0431 0.0574 -0.0176
Si 0 11.1635 1.9745 0.1593 -0.0377 0.0062
Si 3.8672 11.1635 1.9745 -0.2102 0.0446 -0.0446
Si 7.7343 11.1635 1.9745 0.0534 0.0508 -0.0073
Si 1.9336 1.1164 4.3426 0.1879 -0.2939 0.0089
Si 5.8008 1.1164 4.3426 0.0575 -0.0052 0.4322
Si 9.6679 1.1164 4.3426 -0.1504 0.0821 0.2212
Si 0 4.4654 4.3426 -0.3255 -0.3107 -0.3526
Si 3.8672 4.4654 4.3426 0.1368 -0.0652 -0.1569
Si 7.7343 4.4654 4.3426 -0.1656 -0.1239 0.5192
Si 1.9336 7.8145 4.3426 0.3784 0.2352 -0.2316
Si 5.8008 7.8145 4.3426 -0.2174 -0.1946 -0.2959
Si 9.6679 7.8145 4.3426 -0.2244 0.063 -0.2324
Si 0 11.1635 4.3426 0.365 -0.1945 -0.0621
Si 3.8672 11.1635 4.3426 -0.4469 0.0715 0.1665
Si 7.7343 11.1635 4.3426 0.1927 0.0896 -0.0096
Si 0 0 38.2861 -0.0927 0.1337 -0.1498
Si 3.8672 0 38.2861 -0.108 0.3085 0.4904
Si 7.7343 0 38.2861 0.4711 0.0939 -0.0242
Si 1.9336 3.3491 38.2861 0.1148 0.1508 -0.3013
Si 5.8008 3.3491 38.2861 -0.0573 0.5085 -0.1776
Si 9.6679 3.3491 38.2861 -0.1703 0.0523 -0.484
Si 0 6.6981 38.2861 0.2292 -0.1697 0.1232
Si 3.8672 6.6981 38.2861 0.247 -0.1555 -0.3516
Si 7.7343 6.6981 38.2861 -0.3071 -0.157 -0.2447
Si 1.9336 10.0472 38.2861 -0.4396 0.0424 0.3254
Si 5.8008 10.0472 38.2861 0.085 -0.2482 0.1762
Si 9.6679 10.0472 38.2861 0.2429 0.0321 0.3191
Si 0 0 40.6542 -0.0199 0.0503 -0.0111
Si 3.8672 0 40.6542 -0.0333 0.1438 -0.012
Si 7.7343 0 40.6542 0.1878 0.0193 0.0438
Si 1.9336 3.3491 40.6542 0.0569 0.0572 0.0172
Si 5.8008 3.3491 40.6542 -0.0586 0.2176 0.0063
Si 9.6679 3.3491 40.6542 -0.0906 0.0366 0.0274
Si 0 6.6981 40.6542 0.1071 -0.0497 0.0101
Si 3.8672 6.6981 40.6542 0.1179 -0.0645 0.0494
Si 7.7343 6.6981 40.6542 -0.0999 -0.0596 0.0109
Si 1.9336 10.0472 40.6542 -0.1946 0.0286 0.0078
Si 5.8008 10.0472 40.6542 0.0046 -0.1231 -0.0132
Si 9.6679 10.0472 40.6542 0.0988 -0.0565 0.0154
Si 0 2.2327 41.4436 0.0189 -0.0757 -0.0596
Si 3.8672 2.2327 41.4436 0.0214 -0.0674 0.0249
Si 7.7343 2.2327 41.4436 -0.0083 -0.0064 -0.0504
Si 1.9336 5.5818 41.4436 -0.0439 -0.0108 -0.0024
Si 5.8008 5.5818 41.4436 0.0212 -0.0423 0.0769
Si 9.6679 5.5818 41.4436 -0.0223 0.0008 -0.0521
Si 0 8.9308 41.4436 0.0106 0.0228 0.0713
Si 3.8672 8.9308 41.4436 0.0299 0.0556 -0.0456
Si 7.7343 8.9308 41.4436 -0.0058 0.0387 -0.016
Si 1.9336 12.2799 41.4436 0.0154 -0.0077 0.0188
Si 5.8008 12.2799 41.4436 -0.0518 -0.0034 -0.0856
Si 9.6679 12.2799 41.4436 0.0066 0.0198 0.0205
Si 1.3097 3.3848 23.237 -0.0066 0.0356 0.0773
Si 0.7667 6.5816 32.1829 -0.1254 0.2237 -0.0407
Si 2.109 5.2948 30.8092 -0.1857 0.2227 0.1567
Si 6.7597 7.9275 19.3703 -0.0456 0.0786 -0.1098
Si 4.8653 1.0702 32.3003 0.0712 -0.0034 -0.1188
Si 10.8462 1.8486 29.4899 -0.1087 -0.0528 -0.0327
Si 3.8886 10.5214 32.3545 0.0824 -0.119 -0.1082
Si 3.912 9.1964 34.3707 -0.014 0.0778 0.0947
Si 12.8115 2.2742 31.7058 -0.0326 -0.0466 0.0939
Si -1.5721 6.2447 31.8706 -0.11 -0.0017 -0.2521
Si 6.0767 5.6462 23.1643 0.0137 -0.1431 0.0719
Si 9.32 11.4682 30.4582 0.0441 0.0354 -0.225
Si 3.6683 0.2298 28.79 -0.2194 0.1425 0.3281
Si 4.6234 8.2923 24.1245 -0.132 -0.154 -0.0384
Si 7.8999 2.2521 29.7809 -0.0823 -0.183 0.4479
Si 1.7568 5.8024 34.282 -0.0279 0.0455 0.0914
Si 0.6275 10.5853 26.0367 0.0382 -0.0479 0.1461
Si 5.6986 -1.1788 32.48 -0.0696 -0.0008 -0.1037
Si -2.5763 13.0529 28.7139 0.0345 -0.1014 0.5368
Si 5.6821 5.7221 34.0553 -0.0102 -0.0011 0.0366
Si 5.1139 9.1904 30.9715 -0.332 0.1887 0.5683
Si 0.2544 15.7188 34.1059 0.1322 0.0574 0.0042
Si 2.0449 12.0038 32.0117 -0.0173 -0.0817 -0.0198
Si 13.4613 13.4939 26.2219 0.0931 0.2011 0.1837
Si 5.0794 6.0063 31.7127 0.1845 -0.0869 0.3833
Si 4.0442 2.1417 34.326 0.0813 -0.0505 -0.0371
Si 7.7688 2.2891 34.2215 -0.0385 -0.0202 -0.1525
Si 2.9371 0.64 31.0535 0.101 0.027 -0.0745
Si 11.5447 8.8706 32.2288 0.1239 0.0102 0.1459
Si 11.816 10.8238 30.867 -0.0586 0.0211 0.0158
Si -2.3778 8.4128 32.3275 -0.1706 0.0262 -0.1141
Si 7.9642 8.8981 34.358 0.0412 0.0153 -0.0531
Si 9.6491 5.5555 34.1986 -0.0763 -0.1849 -0.0469
Si 1.8677 12.335 34.3787 -0.0177 -0.0242 0.0157
Si 5.8088 12.3114 34.7721 -0.0918 -0.0554 0.1275
Si 9.4424 12.4306 34.2599 0.0405 -0.0982 -0.0721
Si 2.0281 1.1634 35.1271 0.0087 -0.0521 -0.014
Si 5.9531 1.1958 35.3099 0.0608 -0.0628 0.1451
Si 9.7804 1.2593 34.9607 0.0718 0.0512 0.0366
Si -0.0232 4.4852 35.0831 -0.0654 -0.0724 0.0083
Si 3.8008 4.5282 34.8917 -0.1071 -0.0534 0.038
Si 7.6354 4.5495 34.9158 -0.0817 0.0788 0.0825
Si 2.0244 7.9651 35.2035 0.1021 0.097 -0.0347
Si 5.8484 7.9129 34.9757 0.077 0.0248 0.0011
Si 9.776 7.7263 35.2578 0.0578 0.0792 -0.0437
Si -0.145 11.3037 35.0825 -0.063 0.0119 -0.0151
Si 3.7848 11.2906 35.3666 0.0433 -0.0232 0.1009
Si 7.7735 11.1273 35.2537 -0.1243 -0.0364 0.138
Si 1.9402 1.1222 37.4944 0.0074 -0.0488 0.0249
Si 5.8156 1.13 37.6088 0.0511 0.0082 -0.0183
Si 9.692 1.1382 37.4039 0.0236 0.0599 0.0751
Si -0.0061 4.456 37.4686 -0.0256 -0.0272 0.0566
Si 3.8532 4.4679 37.3782 -0.0549 -0.0088 0.0133
Si 7.7204 4.4749 37.3873 -0.0476 -0.0138 0.0388
Si 1.954 7.826 37.5377 0.0248 0.0146 0.0497
Si 5.8055 7.8278 37.4149 0.0186 -0.0057 0.0059
Si 9.6746 7.7998 37.5758 0.0808 -0.1286 0.034
Si -0.0207 11.1865 37.4688 -0.0583 0.0476 0.0155
Si 3.8527 11.1724 37.6514 -0.0284 0.0652 -0.0679
Si 7.7424 11.1486 37.5729 -0.0099 -0.0428 -0.0288
Si -0.0036 -0.008 5.1015 -0.0328 -0.0087 0.0375
Si 3.8916 -0.0094 5.2099 0.0573 -0.0077 0.0419
Si 7.7402 -0.0072 5.1835 0.0255 0.087 -0.0662
Si 1.9262 3.3449 5.0397 -0.0222 -0.0049 0.0298
Si 5.772 3.3478 5.2026 0.0462 -0.049 0.0201
Si 9.6539 3.3528 5.2008 -0.05 0.0235 0.0205
Si 0.0143 6.6942 4.9727 0.0804 -0.062 0.0593
Si 3.868 6.6765 5.1331 0.0222 -0.0179 0.016
Si 7.7183 6.7113 5.1277 0.0362 0.033 0.0099
Si 1.9322 10.015 5.2447 -0.0733 -0.0415 -0.0145
Si 5.7868 10.0435 5.0114 -0.0599 -0.0029 0.0459
Si 9.6902 10.0498 5.1042 0.0231 0.0981 -0.0336
Si 0.0712 -0.0333 7.4493 0.0211 0.0263 -0.1294
Si 3.9389 -0.1192 7.6525 0.0034 -0.0192 0.0798
Si 7.8028 -0.0909 7.5854 0.0403 -0.0842 -0.0955
Si 1.8227 3.2654 7.3451 0.0344 0.0252 -0.0169
Si 5.6226 3.1671 7.6308 -0.1867 0.0039 -0.1156
Si 9.5399 3.3431 7.6271 0.0481 0.064 -0.127
Si 0.0641 6.6355 7.2591 -0.0691 -0.1209 0.0538
Si 3.8246 6.5665 7.5013 0.046 -0.188 0.071
Si 8.0262 6.995 7.4417 -0.0358 -0.1497 0.1482
Si 1.9339 9.861 7.7159 -0.0697 0.0564 0.0733
Si 5.7672 9.9808 7.3144 0.0424 -0.0336 -0.0027
Si 9.8112 10.1266 7.4388 0.0739 0.0864 -0.0293
Si -0.0794 2.1786 8.2116 -0.0326 0.0327 0.086
Si 3.604 2.1312 8.3833 -0.0632 -0.0451 -0.0922
Si 7.6094 2.1441 8.3885 -0.0666 0.0294 0.3655
Si 1.8651 5.459 8.1715 0.0272 0.0663 0.0183
Si 5.1743 5.1325 8.8371 0.0657 -0.1115 0.1556
Si 9.7839 5.6741 8.189 0.0677 0.0725 -0.0409
Si 0.1678 7.5338 13.3427 -0.0467 -0.1508 -0.2184
Si 3.9853 8.7554 8.3581 0.0395 0.0922 0.1199
Si 6.7497 8.9553 11.5511 -0.1347 -0.0806 0.0535
Si 0.2969 10.4093 12.1537 -0.2385 0.1287 0.0613
Si 5.9609 12.0384 8.412 0.0559 -0.0857 -0.0648
Si 9.8246 12.2823 8.3815 -0.0092 -0.0742 0.2315
Si -5.0571 1.7935 11.3099 0.0056 -0.0221 -0.1993
Si 2.6225 2.6622 10.5666 0.0829 0.027 -0.05
Si 12.0444 1.7981 10.4819 -0.1555 0.0069 -0.0572
Si -3.2809 7.2337 11.0544 -0.0194 0.1783 0.0741
Si 4.4416 9.2974 17.9511 -0.0339 0.08 -0.1748
Si 4.9501 7.8898 10.3868 0.1867 0.2508 0.0613
Si 5.2677 4.4534 12.6731 -0.0742 0.1972 -0.2377
Si 4.8938 11.539 19.9866 0.0665 -0.0395 -0.1747
Si 9.306 8.6115 15.244 -0.0812 0.0852 -0.233
Si 3.8805 14.348 11.6425 -0.1806 0.0944 0.03
Si 8.1536 5.5287 12.6392 0.126 0.1248 -0.2499
Si 13.0565 11.4191 14.7975 0.1428 0.0464 0.0192
Si 6.7655 6.6664 9.3561 -0.0162 -0.0572 -0.1394
Si 4.4211 -2.5396 15.1505 0.0087 -0.0088 -0.1612
Si 4.6786 0.6115 14.7688 -0.1351 -0.1244 -0.1296
Si -4.632 10.1144 13.5498 -0.0304 -0.1495 -0.1957
Si -0.109 8.6938 8.3506 -0.1027 -0.0888 -0.0962
Si 9.0848 3.4187 16.8119 0.0004 -0.0913 -0.0789
Si 7.8181 9.2189 8.1308 0.0433 0.3335 -0.171
Si 9.4002 11.6307 10.7124 -0.0615 0.1707 -0.0509
Si 4.7935 5.0255 15.6782 0.0051 -0.142 -0.2889
Si 1.9388 14.3988 15.8836 -0.0113 -0.0885 -0.1738
Si 0.024 5.8772 11.6239 -0.0678 -0.0372 0.1386
Si 8.6712 8.9742 23.2292 0.0085 -0.1793 -0.0696
O 6.9568 17.1123 20.1786 -0.0072 0.0195 0.0331
O 4.2549 10.2451 19.2473 -0.0162 0.0588 0.134
O 8.7208 -10.4578 18.3272 -0.051 0.0043 0.1024
O 31.4826 9.5952 14.4109 0.1206 -0.0002 0.1571
O 22.131 2.6672 21.2187 0.0039 -0.1042 0.0012
O 14.2156 -10.6293 23.9721 -0.047 0.0009 -0.0731
O 12.1821 9.0953 18.0915 -0.016 -0.0202 0.0673
O 5.6107 5.5075 21.6049 -0.0334 -0.0065 -0.055
O -15.6576 15.562 10.0845 -0.0341 -0.035 -0.174
O 1.6445 0.9739 17.4869 0.0097 0.0487 0.1859
O 4.234 14.2545 13.2278 0.0695 -0.019 0.1265
O -6.8241 4.8116 19.0876 -0.0035 -0.0487 -0.0105
O 21.6937 22.8469 16.39 -0.0116 -0.0009 0.0758
O 6.1214 14.6771 15.0708 0.0155 0.0814 0.0305
O 28.7296 9.9963 14.319 -0.0397 0.0754 0.1388
O 8.3643 12.0008 19.0042 0.0821 -0.04 0.1065
O 17.4375 11.0376 21.2301 0.031 -0.0291 0.1091
O 18.1898 9.7847 31.4478 -0.0369 -0.0338 -0.1526
O 0.9982 2.1129 15.1673 -0.0344 0.0432 0.0626
O -13.8286 5.2365 25.3879 -0.0296 0.0442 -0.0809
O -2.5217 21.7042 21.7927 0.0115 0.0169 -0.0172
O -2.6629 20.5027 27.8772 -0.0581 0.038 -0.047
O 16.1493 22.6029 22.7624 0.0549 0.0097 0.0058
O 17.4258 3.0687 12.0188 0.0615 0.0187 0.1009
Si 4.6706 3.7847 17.7815 -0.0102 -0.1133 0.1923
Si 15.0692 1.3715 23.9012 0.0304 0.1114 0.1074
Si 13.5803 -8.3333 10.5262 0.096 -0.1258 0.0091
Si -3.5809 9.4319 30.6822 0.4161 -0.0768 0.0916
Si 11.1794 12.9428 21.8039 -0.0915 0.0256 0.0307
Si 7.2306 -13.6927 18.6138 -0.0114 0.0486 -0.1969
Si 7.6085 0.9309 15.6419 0.0579 -0.1098 -0.0674
Si 6.1216 4.7969 29.1301 -0.0739 -0.2279 -0.0586
Si -4.2756 -16.1867 10.022 -0.0735 -0.0155 -0.0586
Si 0.1998 3.4765 20.5284 0.1039 0.0987 0.0041
Si 0.1147 -9.9239 15.2554 0.0346 -0.031 -0.0972
Si -3.6126 -1.0915 25.8941 0.1815 0.25 0.2376
Si 0.0424 -4.3682 34.5532 0.0417 -0.0377 0.0115
Si 10.5299 3.8987 12.3265 0.08 -0.1271 -0.323
Si 0.284 6.5885 20.3931 0.0721 0.0097 0.0026
Si -5.9749 3.1117 24.7885 -0.0764 -0.0205 0.1136
Si 8.4136 1.8651 24.9506 -0.0316 0.1738 0.1158
Si 4.1386 5.6865 10.9633 -0.0096 -0.0487 -0.1707
Si 10.5343 15.0908 22.5887 0.001 0.2969 0.2275
Si 1.8606 6.1568 15.5292 -0.1839 0.0121 -0.1027
Si 6.0443 5.0853 20.0957 0.0453 -0.0274 0.0305
Si 7.8469 -7.3901 15.6453 0.1793 -0.0299 -0.1424
Si 1.8758 7.8727 25.4074 -0.0658 -0.1568 0.0882
Si 12.8638 9.9968 28.8478 -0.1288 0.0326 0.334
Si 11.3567 -3.2552 17.1488 0.0714 -0.017 -0.2308
Si -1.1773 -6.3056 9.9899 0.0341 0.0071 -0.0734
Si 7.2205 14.9401 31.9736 0.0304 0.0249 0.0553
Si 1.7155 -0.913 10.5361 -0.097 0.0727 -0.3874
Si 9.5098 -4.7781 20.2579 -0.0479 -0.0741 -0.0297
Si 5.8623 9.9485 26.5874 0.0383 -0.2097 0.0225
Si 11.9344 6.2733 23.3456 0.0383 -0.0344 0.0721
Si 1.6329 7.8442 18.0638 -0.0327 0.0618 -0.1134
Si 8.1325 12.6406 32.1762 -0.1461 0.1434 0.1796
Si 9.0155 19.5086 24.0528 0.0228 -0.099 0.0732
Si 13.5593 12.1785 8.24 0.0049 -0.0137 0.0797
Si 18.9968 20.9558 28.1666 0.2449 -0.0974 0.397
Si 2.0928 2.0219 18.6671 -0.0319 -0.0662 -0.2067
Si 9.8956 -1.815 19.3725 -0.011 -0.1089 -0.2774
Si 0.9621 2.8133 27.0897 0.0607 0.0762 0.0279
Si 1.3609 20.3262 28.3476 -0.137 -0.0655 0.0244
Si -3.5267 13.0507 13.0263 0.1469 -0.3132 -0.0032
Si -4.3541 2.6371 18.9865 0.0547 -0.0104 -0.1373
Si -1.6979 19.3947 28.6087 0.0153 0.0211 0.4325
Si 27.3264 3.0824 27.6258 0.0126 0.0043 0.0169
Si 2.6627 13.4819 21.115 0.0819 0.1046 0.0333
Si 10.0148 4.0868 26.3535 0.0797 0.0067 0.0743
Si 15.9765 10.6862 28.3362 -0.0948 0.082 0.109
Si 5.921 9.5679 21.9419 -0.031 -0.0019 -0.1406
Si 9.9516 10.8223 23.9266 0.043 0.0188 0.042
O 3.3245 14.0761 22.4628 -0.0146 -0.0782 -0.098
O 20.3506 -19.0724 24.3197 -0.0275 0.1292 -0.0364
O 14.0589 -0.0611 27.7278 -0.053 -0.0716 -0.173
O 5.8231 21.8295 18.1236 0.0729 -0.0638 0.0756
O 14.8458 -10.3964 18.0322 0.0541 0.0861 0.0228
O 0.0376 15.8094 23.5956 -0.097 -0.1059 -0.1623
O 9.6619 19.2403 30.2438 0.0406 -0.0494 0.0861
O -4.1145 8.3147 29.6036 -0.1186 -0.0367 -0.278
O 11.4083 6.4906 28.2764 0.0302 0.013 -0.0474
O 14.7708 -18.4859 17.8495 -0.0098 -0.0461 0.0442
O 5.6602 7.0695 23.8263 0.0071 0.113 0.0186
O 8.3891 2.3478 15.7962 -0.002 0.0501 0.0304
O 11.9097 2.6553 28.5749 0.0196 0.0819 -0.0789
O -2.1174 -10.73 29.8661 0.1253 0.0245 -0.1358
O 12.4363 10.6701 16.0779 -0.0346 -0.0535 0.0624
O 1.6125 12.9897 15.1567 -0.0184 0.0256 0.0253
O 8.9034 -9.2565 12.1344 -0.0335 -0.0381 0.1468
O 15.216 25.702 20.5797 -0.0631 -0.0137 0.0275
O 12.9991 10.9848 11.1135 0.0436 -0.0283 0.0023
O 4.896 -3.8432 29.3989 0.0997 -0.0525 -0.302
O -6.871 -9.1997 14.2229 0.0559 0.1087 0.0553
O 14.6325 13.7704 25.1165 0.0033 -0.0546 -0.0578
O 22.5618 2.5485 11.4917 0.1031 0.0482 0.0021
O 0.4862 0.1657 10.884 0.0682 -0.0073 -0.02
O 33.9741 11.7013 22.8041 0.0289 -0.0588 -0.0055
O 12.4183 6.8804 21.9128 -0.0158 0.0185 -0.021
O 1.4424 8.3785 29.0964 0.0508 0.1259 -0.0307
O 12.7934 -0.4758 21.5191 -0.0283 -0.04 0.0032
O 0.2243 23.7206 27.6051 0.0065 0.0311 -0.054
O 14.3308 37.3564 28.3581 0.1383 0.0022 -0.1268
O 6.209 19.2902 15.6941 -0.12 0.0193 0.0375
O 1.7717 -3.9132 25.6497 0.0554 0.115 -0.0562
O 7.8296 14.2007 28.9471 0.0832 0.0265 -0.187
O -7.9929 5.3195 31.4791 -0.049 -0.0883 -0.16
O -4.3011 1.0857 19.5018 -0.0111 0.0175 0.102
O 15.1318 14.7173 15.6826 0.0191 0.0823 0.0443
O 15.0856 19.4244 15.6395 0.0921 0.0477 0.0428
O 10.6913 3.4481 16.5303 0.0182 0.0243 0.0341
O 14.6766 -13.8289 11.302 0.1289 0.0612 0.0382
O 5.7744 12.4179 18.9218 -0.0117 0.0097 0.0624
O 0.5856 7.3384 24.5535 -0.0348 0.0359 -0.0355
O -5.4901 5.2233 30.7057 0.009 0.054 0.0477
O 7.2798 -12.462 12.4552 -0.0225 0.2126 0.0222
O 16.0708 23.6577 16.652 0.0083 -0.061 0.1416
O 28.014 -14.3606 15.1604 0.0466 0.0708 0.0331
O 8.5666 -7.6811 14.206 -0.0287 -0.0147 0.1636
O -1.6016 23.5611 20.1741 -0.0105 0.0235 0.0639
O -15.9741 -10.4423 24.7877 0.0485 -0.0282 -0.0369
O 7.1026 -9.9203 29.0364 0.0042 0.1684 -0.1692
O 32.0764 11.8135 24.6363 0.0012 -0.0261 -0.0459
O -0.8082 11.404 18.015 -0.0695 0.0475 0.1741
O 30.9311 0.4969 25.5459 -0.0286 -0.0776 -0.0395
O 5.2866 -12.5129 10.7669 0.0401 -0.0802 0.0151
O -16.6646 -21.3308 12.734 -0.1761 -0.0714 0.0351
O 23.6314 11.2675 13.5435 -0.0414 -0.0323 -0.04
O 10.4727 12.7492 20.3372 0.0592 0.032 0.1035
O 23.9549 -10.5614 19.1331 -0.0519 0.0123 0.0892
O 2.6526 14.6114 19.9511 0.0265 -0.0397 0.078
O 12.4725 -11.9997 26.2715 -0.0485 -0.0954 -0.0744
O 5.0616 -4.1163 25.3345 0.0925 0.1092 0.072
O 8.4598 18.308 16.6741 -0.0554 0.0361 0.0501
O 14.1294 3.2597 27.2878 -0.029 0.0099 -0.0068
O 20.7486 15.0456 23.4901 0.1083 -0.081 -0.1339
O 12.7421 4.9162 23.7444 -0.0234 -0.0231 -0.0369
O 4.6605 -1.1095 28.7396 0.0428 -0.1168 -0.0328
O 6.0086 2.7906 17.8852 -0.0711 0.111 0.0773
O 11.666 3.9395 26.2952 -0.0137 -0.0529 -0.025
O -1.1715 -5.4559 14.2331 0.0317 -0.0088 0.0028
O 16.6051 16.6275 26.278 0.0473 0.0092 -0.076
O 9.4272 15.9838 26.0325 -0.0557 -0.1056 -0.0538
O 22.2406 7.5154 19.9158 -0.0493 0.0168 0.0143
O 5.0265 15.177 24.0695 -0.0213 -0.0479 -0.039
O 19.0483 13.4866 17.0364 0.0012 -0.0326 0.1218
O 12.2126 -4.5449 12.4711 0.0107 0.0105 -0.0081
O 27.8513 17.6605 28.632 -0.013 0.0687 -0.0101
O 8.2746 8.4956 19.1982 0.0235 0.0046 0.0468
O 7.7054 5.5043 23.2918 0.0057 0.0307 -0.0248
O -0.7649 17.0039 13.9026 0.0163 -0.0065 0.0602
O 1.9765 7.0701 26.8374 0.0272 0.0194 -0.0565
O 1.5401 20.3894 19.4425 0.0009 -0.0444 0.0654
O 14.5223 -2.66 14.4965 -0.0839 -0.018 -0.0258
O 18.4256 8.6722 27.1177 -0.1771 0.3091 -0.2575
O -16.0555 22.9646 23.0293 0.0181 0.0375 0.017
O 11.5472 14.9464 30.9214 0.0145 -0.0352 0.019
O 13.7556 -7.589 29.2393 0.1337 -0.0784 -0.0925
O 27.6286 -11.7865 28.2961 0.0243 -0.038 -0.0404
O -17.0632 35.2332 20.7867 -0.0255 -0.015 0.1015
O 16.8984 4.4779 23.9819 0.0311 0.0734 -0.0573
O 7.1586 25.0964 13.1508 -0.0051 0.1108 0.0655
O -23.3865 5.0315 20.2341 -0.0441 -0.0456 -0.0048
O -20.005 -19.1866 24.5052 0.1002 0.0381 -0.0186
O 12.7768 -8.6996 15.359 0.0366 -0.0028 0.0585
O 1.4532 20.5142 14.2726 0.1153 0.0517 0.1517
O 9.2491 26.1622 11.923 -0.0208 0.0386 0.0442
O 12.7043 25.5211 25.7966 -0.0293 -0.0796 -0.0591
O -1.1697 -2.8536 11.4311 0.0683 -0.1606 -0.0445
O 1.4495 3.4018 21.605 -0.0022 0.0133 -0.0788
O -4.888 -2.1029 26.0994 -0.1031 -0.1743 -0.0655
O -2.7829 -1.1244 27.3063 -0.0895 -0.0577 -0.4222
O -1.9583 4.5624 27.8731 -0.0302 0.0006 -0.0515
O 10.9618 -3.1093 25.0854 -0.1001 0.0018 -0.1073
O 8.4918 0.0454 14.5667 -0.0299 0.0357 -0.0618
O -4.7175 -7.0893 19.4146 -0.0001 -0.0195 0.0209
O 12.828 20.2382 16.8519 0.0305 -0.0053 0.0656
O 4.9796 20.983 31.2871 0.0462 0.0613 -0.2277
O 18.1388 32.932 28.2612 -0.0344 0.0821 -0.022
O 13.1169 -9.6318 31.01 0.1673 -0.1479 0.0554
O 10.3497 5.9478 23.1322 -0.0166 -0.0005 -0.0521
O 8.3725 7.5061 16.0146 -0.029 -0.0297 0.0825
O 22.0653 27.2558 28.71 0.048 0.037 -0.0713

Results
free energy: -229408.185 eV
free energy less fixed offsets of O -568.88, Si -635.61 eV per atom: 3.745 eV

The program warned: the cutoff lies below the one the program advises for these potential files; the forces do not sum to zero within the program's tolerance; the exchange-correlation potential is rough where the density is thin.
